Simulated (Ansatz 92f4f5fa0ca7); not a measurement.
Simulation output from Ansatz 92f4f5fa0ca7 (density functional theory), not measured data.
Periodic cell of 199 atoms, Si117O82, from a study of silicon, its oxide and their interface. The atomic structure is a simulated model.

Settings: functional r2SCAN; potential files Ansatz norm-conserving; basis plane waves; wave-function cutoff 1300 eV; density cutoff ratio 4; exchange-correlation grid ratio 1; k mesh 2 x 2 x 1, shifted by 0.5 0.5 0.5 of a step; self-consistency stop 5e-08 eV per atom in the density residual; occupations Fermi-Dirac, 0.05 eV; spin none; net charge 0.

Cell vectors (angstrom)
a	11.5403	0	0
b	0	11.5403	0
c	3.4969	2.4667	26.7084

Atoms: element, x, y, z (angstrom)
Si	-2.4525	3.9114	-1.9731
Si	9.8603	1.2459	-0.2904
Si	9.8943	10.3401	-0.6065
Si	2.2062	1.3922	-0.4519
Si	2.156	4.118	-1.8716
Si	2.566	10.5255	-0.7188
Si	6.0365	1.2179	-0.1875
Si	5.7034	6.2184	-0.5701
Si	5.9187	8.6085	-0.4176
Si	0.3159	1.6437	0.8836
Si	1.4951	5.4581	0.8139
Si	0.4266	9.5736	0.4463
Si	4.0887	1.8034	0.9121
Si	4.2256	3.7363	2.2224
Si	4.1248	9.4602	0.9033
Si	7.9894	1.4983	1.0414
Si	7.8151	5.4228	0.4348
Si	8.0259	9.3488	0.5843
Si	0.4662	3.6707	2.084
Si	0.5241	7.4993	1.7838
Si	0.3638	11.2236	2.1632
Si	3.9345	5.7011	0.9801
Si	4.1432	7.5675	2.3227
Si	4.2066	11.3584	2.2321
Si	8.009	3.6168	2.0188
Si	8.2187	7.353	1.8553
Si	7.9931	11.0835	2.2493
Si	9.9905	3.6732	3.3662
Si	10.1192	7.3948	3.2965
Si	9.9714	11.2045	3.5319
Si	2.2894	3.622	3.5232
Si	2.1635	7.5414	3.5174
Si	2.2653	11.2812	3.5432
Si	6.1857	3.6384	3.4893
Si	6.2839	7.4536	3.3778
Si	6.1193	11.2249	3.6025
Si	9.9815	1.7074	4.781
Si	10.0234	5.5393	4.8064
Si	10.0231	9.2594	4.8519
Si	2.3123	1.6955	4.8252
Si	2.235	5.578	4.8329
Si	2.2605	9.3936	4.9178
Si	6.1157	1.6879	4.8048
Si	6.222	5.5765	4.8265
Si	6.2679	9.2844	4.8843
Si	0.4034	13.2837	6.1421
Si	0.3487	5.5215	6.2653
Si	0.3538	9.3528	6.286
Si	4.2204	13.255	6.1829
Si	4.2288	5.6163	6.0869
Si	4.2834	9.3804	6.1122
Si	8.0111	13.1667	6.1452
Si	8.1199	5.5317	6.2662
Si	8.1648	9.2691	6.3472
Si	0.3094	3.5872	7.6581
Si	0.4344	7.4322	7.6648
Si	0.3615	11.3788	7.4918
Si	4.1234	3.7132	7.4536
Si	4.3203	7.5049	7.4792
Si	4.2912	11.2784	7.4874
Si	7.977	3.5101	7.5313
Si	8.201	7.3551	7.8057
Si	8.1092	11.305	7.6298
Si	9.853	2.7632	8.7287
Si	10.2009	7.0479	9.1844
Si	10.0657	11.9516	8.8164
Si	2.2898	3.8174	8.9977
Si	2.4649	7.574	8.8731
Si	2.3236	11.4908	8.7707
Si	5.9771	3.6058	8.8873
Si	6.1423	7.3721	8.9967
Si	6.1418	11.293	8.9711
Si	10.6505	11.6308	11.9747
Si	9.7229	4.5616	10.8535
Si	10.8537	7.6533	11.4072
Si	2.9169	13.3903	10.0502
Si	3.0332	5.807	10.3131
Si	2.4217	9.6022	10.119
Si	5.3072	13.2316	10.125
Si	5.375	5.457	10.2443
Si	6.1248	9.3153	10.2729
Si	1.1564	13.7816	12.706
Si	-0.4313	4.823	12.6152
Si	0.9661	9.1884	11.813
Si	5.3154	12.3318	12.9581
Si	2.5081	7.6683	12.8177
Si	4.2493	9.6492	11.5968
Si	8.1236	11.1029	13.8192
Si	7.2688	5.5733	12.5232
Si	8.0565	8.4995	12.5839
Si	2.4188	7.398	15.9418
Si	5.9249	8.3546	22.4359
Si	4.8188	6.4302	20.4335
Si	11.5193	3.1676	19.0452
Si	2.7903	14.4095	17.7637
Si	1.3852	9.9067	21.145
Si	8.9431	4.2654	14.6988
Si	8.7462	1.5674	15.8233
Si	13.4777	12.0897	22.9665
Si	9.4059	5.1877	17.701
Si	8.3441	7.7306	24.0912
Si	12.0384	6.9108	20.9298
Si	9.8897	6.3609	22.9139
Si	14.6276	12.958	14.9762
Si	2.6022	10.4969	16.7431
Si	4.1972	5.7119	17.7094
Si	13.7412	5.9424	22.1887
Si	15.6892	10.6909	21.6515
Si	11.7156	10.3142	18.3873
Si	11.6077	7.1768	17.9386
Si	4.3153	11.9564	18.8325
Si	6.6126	4.7149	18.8076
Si	6.9553	1.7066	18.1123
Si	0.8327	14.7991	22.0011
Si	8.2019	13.0425	24.8666
Si	9.6208	15.2023	23.5365
Si	9.7714	0.9492	18.4284
O	8.9195	5.0502	-0.811
O	3.7855	4.2519	-1.8156
O	1.2968	4.99	-0.7744
O	10.3545	11.4543	10.3871
O	10.2353	5.4044	9.53
O	9.5583	3.0378	10.3501
O	11.7501	10.5317	12.4692
O	11.2718	13.0692	12.3961
O	9.188	11.4953	12.6693
O	8.3376	5.2708	11.3364
O	9.6039	8.1778	12.3162
O	2.2363	13.3826	11.5714
O	2.6703	6.3205	11.8753
O	6.6869	11.8076	13.6344
O	5.7667	13.3082	11.7378
O	5.8405	5.228	11.8503
O	7.4666	9.2381	11.2665
O	3.4374	13.3303	18.7999
O	11.4879	8.752	18.1674
O	7.4767	8.5333	22.9159
O	13.7201	6.7697	23.6173
O	3.0226	11.4159	15.4829
O	16.8654	9.8666	22.3925
O	8.9439	11.5754	24.7328
O	9.5096	2.4589	-1.3753
O	5.6691	7.7206	20.9514
O	9.1591	13.6656	26.1059
O	1.5766	13.3721	22.0511
O	10.7516	1.7808	19.3995
O	3.6834	6.4837	16.3929
O	-0.0471	6.3521	12.202
O	2.2218	7.2317	14.3505
O	0.9608	10.6456	19.7648
O	10.4784	4.1653	18.3318
O	10.2953	4.8493	14.041
O	1.7519	13.3097	14.1384
O	3.3481	4.3625	18.017
O	6.5629	3.0972	18.8274
O	2.7031	8.9471	16.3217
O	4.4315	11.0952	12.3754
O	15.0523	11.7339	22.7262
O	8.8636	4.7112	16.2497
O	1.0999	6.8682	16.7291
O	9.012	2.6304	14.6366
O	12.6168	10.8954	17.1617
O	7.9365	9.4947	13.8719
O	3.6677	6.0066	21.4836
O	10.2363	10.952	18.4068
O	10.4937	6.6707	21.4246
O	12.7329	2.9062	18.0054
O	5.8975	5.2236	20.1808
O	9.9294	1.594	16.9323
O	7.6171	4.724	13.8702
O	9.8086	15.844	25.0223
O	8.1277	5.2685	18.6918
O	3.9526	8.4906	12.7563
O	10.1378	6.6198	17.5505
O	12.0414	3.7154	20.4723
O	0.8611	3.8407	12.7454
O	15.9702	13.1217	14.0721
O	13.4242	4.3724	22.5186
O	9.1022	16.4711	22.6802
O	3.5796	10.7635	18.0138
O	7.3452	1.9617	16.5514
O	5.7285	0.678	18.1059
O	4.6544	11.5118	20.3499
O	12.146	6.5316	19.3352
O	7.2709	7.1405	12.9471
O	3.1546	13.9649	16.2459
O	13.2225	12.3214	24.5289
O	11.035	14.6764	22.9161
O	12.1691	8.5093	21.2224
O	11.1989	6.2942	23.8895
O	8.5321	13.9804	23.5562
O	1.8937	2.5069	-1.7029
O	8.7067	0.0545	15.25
O	1.7067	4.8356	-3.2594
O	14.5362	9.6471	21.1527
O	12.5686	10.8427	22.4288
O	5.7602	5.2856	17.5323
O	4.1005	6.7263	18.9919
O	8.2216	1.0378	18.8847

Results
free energy: -51840.147 eV
free energy less fixed offsets of O -463.61, Si -117.95 eV per atom: -23.977 eV
pressure: -1.16 GPa
stress xx, yy, zz, yz, xz, xy (GPa, positive in tension): 1.25, 0.9, 1.33, 0.02, -0.01, -0.62

Forces (eV/angstrom), in the order of the atoms: element, x, y, z
Si	0.1354	-0.1239	-0.0858
Si	-0.3438	0.6842	-0.1841
Si	0.0008	-0.613	-0.5663
Si	-0.298	0.4375	-0.106
Si	-0.3353	0.0174	-0.0076
Si	-0.1447	-0.4398	0.3465
Si	0.067	0.1874	-0.7244
Si	0.0928	0.0873	0.1003
Si	-0.0614	0.0042	-0.494
Si	0.0069	0.0084	0.071
Si	-0.3828	0.0057	-0.5659
Si	0.178	0.2559	-0.3211
Si	0.1479	0.2116	0.1007
Si	0.0079	-0.0214	-0.1004
Si	-0.0808	-0.0957	0.2224
Si	0.0565	-0.1622	0.0951
Si	0.3723	-0.3002	-0.5229
Si	-0.0288	0.0394	0.1753
Si	0.014	0.0039	-0.0281
Si	0.0954	-0.0782	-0.0306
Si	0.0954	0.1015	0.0706
Si	-0.0399	-0.0867	0.2448
Si	-0.1684	0.0897	0.1236
Si	0.1412	-0.1914	0.3095
Si	-0.0446	0.1348	0.1042
Si	-0.0787	0.0993	0.216
Si	-0.0706	-0.0116	0.1262
Si	0.007	-0.0559	0.0765
Si	-0.1232	0.0184	-0.0557
Si	-0.0188	-0.0816	0.0341
Si	0.1553	-0.0318	0.3097
Si	0.1887	-0.1091	0.0771
Si	-0.0007	0.0419	-0.092
Si	0.0405	0.0004	0.1187
Si	0.0042	0.0166	-0.1329
Si	-0.0522	0.2532	-0.0941
Si	-0.0068	0.0701	-0.131
Si	-0.0252	0.0485	0.0465
Si	0.1072	0.0388	-0.0803
Si	0.0093	-0.0625	0.0812
Si	-0.1855	-0.0579	0.1285
Si	-0.0382	-0.0245	0.0824
Si	0.1685	-0.0576	0.0369
Si	-0.0488	-0.0159	0.0008
Si	-0.0199	0.0459	0.0884
Si	-0.0874	0.1181	-0.0314
Si	0.0646	-0.0923	0.0351
Si	-0.0232	0.0113	0.1062
Si	-0.0563	-0.0496	0.0453
Si	-0.0122	-0.0115	0.033
Si	-0.0231	-0.1639	0.135
Si	0.0693	0.0729	-0.0873
Si	0.1241	-0.0533	-0.0382
Si	-0.1026	0.0628	0.1112
Si	-0.0882	-0.1377	0.0209
Si	0.0542	-0.0262	0.0319
Si	-0.0121	0.0167	-0.0167
Si	0.0035	-0.0078	0.027
Si	0.0958	-0.0395	0.0626
Si	-0.0442	0.153	-0.1001
Si	-0.0458	0.1025	0.0524
Si	-0.0489	0.0909	0.0028
Si	0.0233	-0.043	-0.0221
Si	0.1273	-0.0173	-0.1465
Si	-0.1197	-0.1077	-0.2124
Si	0.1288	-0.4359	0.4823
Si	0.142	0.2904	-0.0733
Si	-0.1486	0.0292	0.1452
Si	0.0815	-0.1577	0.0291
Si	0.0836	-0.0803	0.0674
Si	-0.1509	-0.2427	-0.1485
Si	-0.2494	0.1008	-0.0905
Si	-0.5124	0.0601	0.1535
Si	-0.207	-0.0208	0.0946
Si	-0.2974	0.5969	0.3584
Si	-0.5618	-0.2721	0.557
Si	-0.4857	0.1814	0.3065
Si	0.2836	0.1704	-0.3287
Si	0.6732	0.1942	0.4573
Si	0.6087	-0.1208	0.4425
Si	0.4141	0.0665	0.6406
Si	0.0857	-0.2692	0.2366
Si	0.0359	-0.1903	0.4624
Si	-0.7661	0.1782	0.0188
Si	0.1684	-0.0274	0.3845
Si	0.4665	0.0851	0.1835
Si	0.2236	0.0064	0.4211
Si	0.0813	-0.0207	0.408
Si	-0.2629	0.0572	0.5618
Si	-0.1942	0.3552	0.435
Si	0.1878	0.087	0.2137
Si	-0.1507	0.1731	-0.4373
Si	0.1155	0.0322	-0.1713
Si	-0.0072	-0.0748	-0.2107
Si	0.0283	-0.0853	-0.0764
Si	0.013	0.0106	-0.1467
Si	-0.3019	-0.4796	0.2625
Si	0.0183	-0.1321	-0.187
Si	0.0497	-0.0499	-0.2024
Si	-0.0908	0.0027	-0.0258
Si	0.0301	-0.3386	-0.4183
Si	-0.3312	0.2998	-0.4119
Si	-0.0108	0.2873	-0.3547
Si	0.2071	-0.0497	0.1159
Si	0.0491	0.1062	-0.0425
Si	0.0298	0.0544	-0.1662
Si	0.4143	-0.0881	-0.134
Si	0.079	-0.046	-0.1592
Si	-0.0057	0.0778	-0.1812
Si	0.0001	0.012	0.0075
Si	0.008	-0.035	-0.1125
Si	0.0529	-0.049	-0.0658
Si	-0.0933	0.0224	-0.2144
Si	0.0332	-0.07	-0.2446
Si	0.4904	-0.3065	-0.3536
Si	0.1076	-0.097	-0.2858
Si	0.035	-0.0358	-0.1833
O	-0.3974	-0.0239	0.3953
O	-0.0606	0.3695	-0.1334
O	0.445	-0.2975	0.075
O	0.0532	0.243	-0.38
O	-0.2078	-0.2293	0.1758
O	0.0293	0.1143	-0.3692
O	0.1633	-0.3789	-0.1202
O	0.1463	-0.0733	-0.1345
O	0.3143	-0.0925	-0.058
O	0.1403	0.0864	-0.0661
O	0.1019	-0.1266	-0.0434
O	0.2336	0.0152	-0.2078
O	0.0465	-0.0685	-0.3661
O	-0.1476	0.016	-0.2577
O	-0.4712	-0.0933	-0.4828
O	-0.16	0.1988	-0.4663
O	-0.0395	-0.0233	-0.179
O	0.0303	-0.0749	-0.0861
O	0.0865	-0.0465	0.0143
O	-0.1026	-0.3001	0.4942
O	-0.0524	-0.2907	0.1529
O	-0.0548	0.1424	0.0808
O	-0.1029	-0.217	-0.0284
O	-0.0275	0.2572	0.4181
O	0.1164	0.0703	-0.1784
O	-0.0605	-0.0887	0.3426
O	-0.3173	0.2076	-0.4933
O	-0.0866	0.0546	0.2197
O	-0.0084	0.1076	-0.1023
O	-0.2296	0.0021	0.1048
O	0.0299	0.0272	-0.0034
O	-0.0083	-0.0993	0.0334
O	-0.0233	-0.1499	0.1642
O	0.0349	0.0041	0.0779
O	0.2663	0.1378	-0.4786
O	-0.049	0.1239	-0.4181
O	0.0704	0.0728	-0.001
O	0.1011	0.0639	-0.0604
O	-0.0994	-0.1389	-0.0302
O	-0.0286	-0.1571	-0.081
O	-0.22	-0.1987	-0.1267
O	0.1228	0.0186	-0.0991
O	0.049	0.0664	0.0172
O	0.0042	0.3579	0.186
O	0.0896	-0.2133	0.2177
O	0.0451	-0.1457	-0.664
O	-0.1751	0.071	0.1375
O	0.1844	0.1628	0.0767
O	0.0036	-0.242	0.235
O	-0.0089	0.0293	0.2467
O	-0.1581	0.1922	-0.1489
O	-0.2765	-0.0768	0.242
O	0.2464	0.1607	-0.4063
O	-0.0757	-0.2501	0.0639
O	-0.0432	-0.1273	-0.0734
O	-0.2173	0.1844	-0.4867
O	0.1729	-0.1423	0.1372
O	-0.0512	-0.1123	0.2582
O	-0.078	0.2327	-0.1143
O	-0.1035	-0.1786	-0.2099
O	-0.1634	0.1576	0.1457
O	0.3152	0.007	0.1374
O	-0.0862	0.1945	-0.0099
O	0.2711	-0.0763	0.2792
O	-0.0486	0.1437	0.1359
O	-0.2022	-0.0915	0.1386
O	-0.1002	0.2656	0.1545
O	0.1115	-0.2383	-0.3599
O	-0.0816	-0.1041	0.0736
O	0.0383	0.2608	0.1589
O	-0.1156	0.2417	0.1086
O	0.1322	-0.007	-0.1062
O	0.0332	-0.1798	0.1432
O	0.0677	0.1434	0.4311
O	0.3239	-0.0689	0.2645
O	-0.1477	0.2657	-0.2493
O	0.2126	-0.062	0.0812
O	-0.1026	0.2392	0.1788
O	0.2821	0.044	-0.1334
O	-0.15	-0.06	0.3534
O	0.1395	-0.2582	0.1483
O	0.0937	0.1376	-0.1692
